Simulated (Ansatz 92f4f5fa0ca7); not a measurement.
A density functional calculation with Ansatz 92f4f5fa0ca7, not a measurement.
Periodic cell of 186 atoms, Si104O82, from a study of silicon, its oxide and their interface. The atomic structure is a simulated model.

Settings
functional: r2SCAN
potential files: Ansatz norm-conserving
basis: plane waves
wave-function cutoff: 1300 eV
density cutoff ratio: 4
exchange-correlation grid ratio: 1
k mesh: 2 x 2 x 1, shifted by 0.5 0.5 0.5 of a step
self-consistency stop: 5e-08 eV per atom in the density residual
occupations: Fermi-Dirac, 0.05 eV
spin: none
net charge: 0

Cell vectors (angstrom)
a, 11.5403, 0, 0
b, 0, 11.5403, 0
c, -5.689, 0.8106, 24.3591

Atoms and the computed forces on them: element, x, y, z (angstrom), force x, y, z (eV/angstrom)
Si, 6.1564, 2.9116, -0.1402, -0.0458, 0.2544, -0.5847
Si, 6.2339, 5.9892, 0.3727, 0.0778, -0.0125, -0.6159
Si, 6.3765, 9.0267, 0.1103, -0.1015, -0.0598, -0.7838
Si, -1.4405, 3.0474, 0.2178, 0.1621, 0.3394, -0.4284
Si, -1.4296, 6.2282, 0.3752, -0.0078, 0.0068, -0.4938
Si, -1.2779, 9.4284, 0.2259, 0.0325, -0.4084, -0.5073
Si, 2.2863, 1.5259, -0.0295, -0.1719, -0.0206, -0.3786
Si, 2.301, 6.8158, 0.0756, -0.0961, 0.0674, -0.6297
Si, 2.4033, 9.858, 0.479, -0.0161, 0.0009, -0.6817
Si, 8.0747, 2.4443, 1.3165, -0.0946, 0.0889, -0.145
Si, 8.1755, 6.0977, 1.6576, -0.181, 0.0027, -0.3446
Si, 8.2326, 9.7303, 1.446, -0.0652, 0.0524, -0.1718
Si, 0.4983, 2.3518, 1.4174, 0.1162, -0.0182, 0.0106
Si, 0.5371, 6.2165, 1.579, 0.2698, 0.1059, -0.1996
Si, 0.4734, 9.8341, 1.734, -0.0725, -0.0037, -0.0403
Si, 4.2627, 2.2871, 1.2225, -0.014, -0.1282, -0.0797
Si, 4.1899, 6.1403, 1.4588, -0.1111, 0.0651, -0.3565
Si, 4.4797, 9.787, 1.4883, 0.2031, -0.1173, -0.2054
Si, 8.1225, 4.1844, 2.9165, 0.0359, 0.0267, 0.225
Si, 8.1787, 7.9715, 3.0013, 0.133, -0.047, 0.229
Si, 8.1303, 11.8821, 2.5885, 0.0384, 0.0102, -0.3351
Si, 0.5921, 4.2494, 2.8654, 0.0618, -0.1669, 0.033
Si, 0.5015, 7.9609, 3.0907, -0.0475, 0.1119, 0.376
Si, 0.4295, 11.9327, 2.7923, -0.0755, 0.0059, 0.0288
Si, 4.1807, 4.1932, 2.7623, -0.0292, -0.1123, -0.0957
Si, 4.3413, 7.9388, 2.9345, -0.0239, 0.0151, 0.2631
Si, 4.4327, 11.8799, 2.6336, 0.0388, 0.0198, -0.0255
Si, 6.1327, 4.2748, 4.1767, 0.1862, -0.0082, -0.0174
Si, 6.2377, 7.9289, 4.3256, 0.0194, 0.1958, 0.0051
Si, 6.2753, 11.8574, 4.0617, -0.1735, 0.0145, 0.0639
Si, -1.4218, 4.2305, 4.1928, -0.0683, -0.1107, -0.1144
Si, -1.4595, 7.9362, 4.3751, -0.1413, 0.0519, -0.0934
Si, -1.5362, 11.8963, 4.0414, 0.214, -0.0553, -0.0003
Si, 2.4274, 4.2531, 4.3071, -0.0604, 0.016, -0.0086
Si, 2.4709, 7.9865, 4.3641, -0.0151, -0.0662, -0.0238
Si, 2.4759, 11.9124, 4.0492, -0.0187, 0.0404, -0.1169
Si, 6.1892, 2.2735, 5.3624, -0.0353, 0.0083, -0.002
Si, 6.2056, 6.0806, 5.7992, -0.0215, -0.1244, -0.0266
Si, 6.2541, 9.9431, 5.5094, -0.0496, -0.048, 0.2088
Si, -1.4833, 2.2505, 5.4109, 0.1263, 0.0989, 0.0806
Si, -1.4515, 6.0355, 5.7697, 0.0632, -0.0402, -0.0474
Si, -1.4858, 9.9996, 5.4451, -0.0424, -0.0478, 0.172
Si, 2.4279, 2.2628, 5.5033, -0.0433, 0.1831, -0.0779
Si, 2.4082, 6.1084, 5.8138, 0.0691, -0.0071, -0.1029
Si, 2.525, 10.0284, 5.4836, -0.0563, -0.0529, 0.1602
Si, 8.0946, 2.1804, 6.6763, 0.0393, 0.1866, -0.142
Si, 8.1804, 5.9688, 7.1678, -0.1997, 0.1746, 0.313
Si, 8.1823, 9.945, 6.8794, -0.115, -0.2633, -0.1356
Si, 0.4338, 2.3538, 6.7654, -0.0307, 0.0589, -0.3245
Si, 0.4626, 6.112, 7.1902, 0.0212, 0.0032, 0.168
Si, 0.5087, 10.012, 6.6643, 0.0417, 0.0475, -0.4531
Si, 4.3695, 2.363, 6.8259, 0.0096, 0.0349, -0.1462
Si, 4.2841, 6.1335, 7.2534, 0.0707, 0.188, 0.1751
Si, 4.3895, 9.9823, 6.9821, 0.2637, -0.1031, -0.059
Si, 8.0555, 3.796, 8.2934, 0.0875, -0.1268, 0.0638
Si, 8.3154, 8.1055, 8.4014, 0.1741, 0.1341, 0.1545
Si, 8.102, 11.9227, 8.1188, -0.0225, 0.0782, 0.4478
Si, 0.3726, 4.0324, 8.4536, -0.0422, -0.03, 0.1017
Si, 0.5829, 8.3135, 8.232, -0.0817, -0.0199, 0.2521
Si, 0.4773, 11.9265, 7.9034, 0.0162, -0.1476, 0.3617
Si, 4.2801, 4.0848, 8.4592, -0.0716, -0.2942, 0.195
Si, 4.3692, 8.1353, 8.6368, -0.0254, 0.1549, 0.2412
Si, 4.4634, 12.0358, 8.1377, 0.0097, 0.0777, 0.4765
Si, 6.1955, 3.7927, 9.8587, -0.3047, 0.8402, 0.5381
Si, 6.4895, 8.7248, 9.7634, 0.0127, 0.2386, 0.0405
Si, 6.2966, 11.8859, 9.7358, -0.086, -0.7333, -0.1386
Si, -1.6238, 3.3759, 9.6705, 0.0404, -0.4512, 0.7981
Si, -1.2325, 8.8891, 9.6258, -0.0439, 0.2163, 0.4695
Si, -1.4188, 11.9341, 9.2246, 0.212, 0.0068, 0.8246
Si, 2.3116, 3.3575, 9.6483, 0.0501, -0.409, 0.8561
Si, 2.3357, 8.9006, 9.767, 0.059, 0.4503, 0.4527
Si, 2.4096, 11.9196, 9.1592, -0.0582, 0.0944, 0.9294
Si, 4.3032, 12.0879, 14.4573, -0.1667, -0.2905, 0.021
Si, -5.0927, 5.206, 19.4832, -0.183, -0.1583, -0.2354
Si, 1.7405, 11.5011, 22.0531, 0.0073, -0.1002, -0.3206
Si, 7.6937, 7.7219, 12.3458, -0.2198, 0.0602, 0.2927
Si, 6.6033, 5.583, 13.7361, -0.1447, -0.0244, 0.3818
Si, -1.2559, 10.2811, 16.276, -0.0125, 0.136, 0.0359
Si, 0.5113, 7.638, 11.7916, 0.0463, -0.1794, 0.092
Si, 3.5871, 9.2393, 14.78, 0.1608, 0.0318, 0.004
Si, 0.0735, 3.5422, 16.81, -0.0579, 0.1974, -0.059
Si, -3.122, 13.7102, 21.3991, 0.0639, -0.1581, -0.2698
Si, 3.8829, 6.4126, 13.8992, 0.2151, 0.0226, 0.2911
Si, 2.8399, 13.9625, 16.4353, 0.0681, 0.0392, 0.0026
Si, 1.8816, 4.8162, 15.015, 0.0831, 0.0909, 0.046
Si, 7.5359, 9.3924, 17.1778, -0.1442, 0.1165, -0.0301
Si, 0.5406, 8.5065, 14.7948, 0.225, 0.0599, 0.1018
Si, -0.2087, 13.5562, 21.518, -0.0152, -0.0911, -0.3263
Si, -0.8666, 7.7324, 17.0403, -0.0416, -0.2078, -0.0158
Si, -7.3086, 1.2937, 22.7622, -0.0621, 0.0569, -0.1702
Si, -3.9543, 6.6972, 21.4808, -0.1068, 0.1925, -0.0841
Si, -1.8233, 1.5533, 16.4763, 0.0295, 0.002, -0.0742
Si, -6.3889, 7.5739, 19.9496, -0.3013, 0.0451, -0.0602
Si, -1.5027, 2.9808, 19.1071, 0.0972, 0.0377, -0.0525
Si, 1.8929, 5.1607, 12.1294, 0.0084, -0.0648, 0.1641
Si, 8.2142, 5.0906, 11.5149, 0.094, -0.0587, 0.3508
Si, 5.8718, 13.3959, 12.3637, -0.1131, -0.0226, 0.4194
Si, -6.003, 2.5874, 17.882, -0.0182, 0.0243, -0.0328
Si, -4.7014, 1.6692, 15.2283, 0.0186, -0.0248, 0.1919
Si, 4.835, 9.5492, 17.6981, -0.2069, 0.005, -0.0805
Si, 5.8575, 0.7444, 20.329, 0.1647, -0.1726, -0.2654
Si, -2.8092, 7.1598, 18.9896, 0.0106, 0.0178, -0.1087
Si, 8.0772, 7.5418, 15.1831, -0.2228, -0.2976, -0.0373
Si, 3.9311, 10.0454, 20.2528, -0.0183, -0.1511, -0.1208
O, 6.0181, 2.0879, -1.5844, 0.0686, 0.244, 0.4097
O, -3.1792, 1.3342, 15.6341, -0.0541, 0.0357, 0.0899
O, -2.6361, 7.1303, 20.6106, -0.301, -0.1902, -0.1706
O, 4.7275, 1.4925, 21.2215, -0.0288, -0.167, 0.447
O, 5.2762, 8.1658, 18.4372, 0.0071, 0.2097, 0.1898
O, -3.9563, 6.0294, 18.5999, 0.0942, 0.0975, 0.2852
O, -6.6778, -0.0559, 23.4752, -0.1782, -0.2378, 0.0764
O, 3.7107, 10.2739, 18.6415, 0.3672, -0.2064, 0.2888
O, 5.428, 10.7068, 20.4819, -0.2601, 0.2096, 0.0685
O, -5.4508, 3.8248, 18.7644, 0.0668, 0.047, 0.1145
O, 4.1461, 9.2973, 16.2853, 0.0373, 0.061, -0.0728
O, 9.4511, 7.4609, 15.9923, 0.0797, 0.168, 0.0796
O, -5.1267, 7.7432, 20.9784, 0.0992, -0.3503, 0.0117
O, -5.2406, 2.6536, 16.4334, -0.0144, -0.2258, -0.121
O, 2.0632, 5.9309, -1.3072, 0.0876, 0.2931, 0.3061
O, -3.5848, 14.465, 22.7727, 0.0667, -0.3433, 0.3786
O, 2.3317, 8.4256, -0.4375, -0.0196, -0.2184, 0.7226
O, 6.3667, 6.8557, 12.7411, 0.3655, 0.0492, 0.0034
O, 6.8505, 13.7128, 13.6609, -0.338, -0.1907, -0.136
O, -2.0615, 4.1805, 11.0665, -0.1365, -0.0727, -0.4311
O, -0.6094, 9.6686, 14.9067, 0.0561, -0.2185, 0.2953
O, 6.981, 5.1663, 10.4343, -0.122, -0.4325, -0.0807
O, 0.6656, 4.8466, 16.0743, 0.1444, -0.3138, -0.0706
O, -1.4042, 1.7766, 10.181, -0.1479, 0.4642, -0.8412
O, 1.9885, 9.184, 14.8207, -0.1444, -0.1458, -0.0632
O, 6.0151, 10.277, 9.6621, 0.2901, -0.1698, 0.249
O, -0.8123, 8.2134, 11.0731, -0.0101, 0.0559, -0.2886
O, 0.7395, 6.0613, 11.4238, 0.0376, 0.1607, 0.0862
O, 2.2806, 1.7441, 10.1007, 0.154, 0.4513, -0.8784
O, 1.8669, 8.3861, 11.2698, -0.1393, -0.0389, -0.3999
O, 2.3412, 3.994, 11.1471, -0.0628, 0.1682, -0.3093
O, 1.3346, 14.0426, 17.0929, -0.1005, 0.2163, -0.1414
O, 3.2223, 6.0584, 12.4585, -0.1966, -0.0588, 0.1294
O, 2.4254, 10.5408, 10.0796, -0.0144, -0.4503, -0.6362
O, 5.0764, 5.3046, 14.2025, 0.0753, 0.2794, -0.2608
O, -2.7753, 14.7299, 20.1333, 0.0748, -0.2022, 0.136
O, -1.005, 2.8012, 15.8365, 0.093, -0.1014, 0.4434
O, 7.5241, 6.0257, 14.9972, -0.0971, 0.2795, -0.3323
O, -0.7348, 9.3116, 17.4833, -0.1751, -0.1197, -0.4072
O, 2.7366, 6.1938, 15.0426, -0.0523, -0.2568, -0.3263
O, 6.2293, 4.5596, -0.5325, -0.0859, -0.2729, 0.696
O, 8.183, 8.6066, 18.4522, 0.0626, -0.1644, -0.0772
O, 6.4329, 12.211, 11.3727, -0.1045, 0.1925, -0.7074
O, 4.4534, 12.9873, 13.0927, 0.4183, 0.0359, 0.0238
O, -4.4681, 5.2056, 21.0082, 0.0121, 0.3206, -0.1077
O, 0.4387, 7.4968, 16.0964, -0.3503, 0.2988, -0.0127
O, -6.5418, 5.9817, 19.6512, 0.5433, 0.1933, 0.1242
O, 8.6569, 10.2727, 16.4028, 0.2221, -0.1766, 0.0941
O, 5.7624, 11.9835, 15.2049, -0.0569, 0.3097, -0.1616
O, -1.3859, 10.5026, 10.0869, -0.0729, -0.3595, -0.6999
O, -1.4113, 4.6527, -0.3809, 0.0317, -0.0096, 0.6751
O, 5.6882, 3.0843, 11.3059, 0.3719, 0.1247, -0.7416
O, 6.9779, 8.3287, 16.0719, 0.4141, 0.1208, 0.0573
O, 8.7242, 6.6187, 11.722, -0.1888, -0.0483, -0.028
O, 4.2719, 7.9779, 14.0191, -0.2523, -0.1172, 0.0347
O, 8.2979, 8.2967, 13.7423, -0.1251, -0.261, -0.1339
O, 3.9339, 14.1768, 17.6175, 0.0539, -0.1159, -0.1876
O, 2.2834, 11.3891, -0.2329, 0.0703, 0.2534, 0.3142
O, -0.8299, 0.2806, 16.3598, -0.254, -0.1164, 0.0331
O, 7.1735, 8.8053, 11.2904, -0.1363, -0.367, -0.4317
O, -1.3536, 7.8095, -0.3679, 0.0024, -0.0089, 0.52
O, -0.2391, 2.8219, 20.1159, -0.367, -0.1576, 0.2288
O, 0.8226, 10.6328, 23.0429, 0.1026, -0.0189, 0.3057
O, 0.3432, 7.7244, 13.3995, 0.0821, 0.0397, -0.2479
O, -5.7264, 1.267, 18.79, -0.0185, 0.047, 0.2114
O, 2.6324, 1.0371, 22.8808, 0.0908, -0.0447, -0.0572
O, -2.0411, 1.8005, 18.0898, 0.1989, 0.2523, -0.0592
O, 2.7201, 10.6405, 21.1039, -0.0227, 0.2133, 0.3135
O, -0.8104, 4.0629, 18.0891, -0.0286, -0.3657, -0.0979
O, 7.5356, 4.5394, 12.9084, 0.0842, 0.3408, -0.3922
O, -4.1999, 12.5835, 20.9261, -0.0322, 0.3126, 0.1278
O, 3.1931, 12.6396, 15.5323, 0.1913, 0.1205, 0.0025
O, 1.3091, 4.5488, 13.5188, 0.2708, 0.271, -0.0493
O, 2.9371, 3.6506, 15.3891, -0.2774, -0.0233, 0.0778
O, 6.3149, 7.44, -0.4624, -0.0648, 0.4539, 0.7325
O, 3.9421, 10.5936, 13.9759, 0.0398, 0.0603, 0.2364
O, 3.9455, 8.4458, 20.6173, 0.3994, 0.1711, -0.2491
O, 0.7298, 12.3122, 21.1181, 0.1148, 0.0853, 0.4454
O, 6.2683, 10.331, 17.5637, -0.0018, -0.3571, 0.0012
O, -1.711, 12.9823, 21.7919, 0.0316, 0.2861, -0.0903
O, -1.2935, 1.9352, -0.9773, -0.0732, -0.1895, -0.0623
O, -1.3117, 6.8927, 18.3573, -0.2213, 0.2163, -0.1423

Results
free energy: -50294.754 eV
free energy less fixed offsets of O -463.61, Si -117.95 eV per atom: -11.934 eV
pressure: -1.45 GPa
stress xx, yy, zz, yz, xz, xy (GPa, positive in tension): 0.59, 1.87, 1.89, 0.25, -0.02, 0.23
